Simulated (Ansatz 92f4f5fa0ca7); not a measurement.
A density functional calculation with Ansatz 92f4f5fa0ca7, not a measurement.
Periodic cell of 294 atoms, Si196O98, from a study of silicon, its oxide and their interface. The atomic structure is a simulated model.
Doubt: the cutoff is far below the 930 eV that the study's wrapper takes by default for these files, so forces and energies are approximate.
This geometry differs little from another in the collection (a relaxation step or a small displacement).

Settings: functional PBE; potential files Ansatz PAW; basis plane waves; wave-function cutoff 580 eV; density cutoff ratio 5; exchange-correlation grid ratio 1; k mesh 1 x 1 x 1, Gamma-centred; self-consistency stop 5e-08 eV per atom in the density residual; occupations fixed; spin none; net charge 0.

Cell vectors (angstrom)
a  11.6015  0  0
b  0  10.938  0
c  0  0  41.7076

Atoms and the computed forces on them: element, x, y, z (angstrom), force x, y, z (eV/angstrom)
Si  0  0  0.9665  -0.0027  -0.0212  -0.0029
Si  3.8672  0  0.9665  -0.0044  0.0367  -0.0085
Si  7.7343  0  0.9665  0.0074  0.0427  0.0116
Si  1.9336  1.3673  0.9665  -0.0083  -0.0262  -0.0144
Si  5.8008  1.3673  0.9665  0.0022  -0.0726  0.0143
Si  9.6679  1.3673  0.9665  0.0069  -0.0136  0.0145
Si  0  5.469  0.9665  0.0008  0.0281  -0.0097
Si  3.8672  5.469  0.9665  0.0006  0.0382  -0.0051
Si  7.7343  5.469  0.9665  -0.0018  0.038  -0.0116
Si  1.9336  6.8362  0.9665  0.0093  -0.0576  -0.0109
Si  5.8008  6.8362  0.9665  -0.0021  -0.0408  0.0132
Si  9.6679  6.8362  0.9665  -0.007  -0.0616  0.0108
Si  1.9336  2.7345  40.7405  0.0157  0.0433  -0.0106
Si  5.8008  2.7345  40.7405  -0.0052  0.0311  0.0358
Si  9.6679  2.7345  40.7405  0.0003  -0.0349  0.0513
Si  0  4.1018  40.7405  -0.008  -0.0415  -0.0142
Si  3.8672  4.1018  40.7405  0.0163  -0.0477  -0.0128
Si  7.7343  4.1018  40.7405  0.0057  -0.0492  -0.0063
Si  1.9336  8.2035  40.7405  -0.0058  0.1007  -0.0511
Si  5.8008  8.2035  40.7405  -0.0094  0.0428  -0.0204
Si  9.6679  8.2035  40.7405  0.0098  0.0656  -0.0187
Si  0  9.5708  40.7405  0.0073  0.0419  0.0256
Si  3.8672  9.5708  40.7405  -0.0005  -0.0316  0.0181
Si  7.7343  9.5708  40.7405  -0.0109  -0.0305  0.0093
Si  0  0  4.8337  0.0058  0.0181  -0.2711
Si  3.8672  0  4.8337  0.0078  -0.0052  -0.0198
Si  7.7343  0  4.8337  -0.0692  -0.046  0.0185
Si  1.9336  1.3673  4.8337  -0.0248  -0.0851  -0.2031
Si  5.8008  1.3673  4.8337  0.0827  0.0032  0.3595
Si  9.6679  1.3673  4.8337  -0.0065  -0.1017  0.0656
Si  0  5.469  4.8337  -0.0484  0.0498  -0.0191
Si  3.8672  5.469  4.8337  0.0966  0.0188  0.0531
Si  7.7343  5.469  4.8337  0.0134  -0.0104  0.0153
Si  1.9336  6.8362  4.8337  0.025  -0.0884  -0.0438
Si  5.8008  6.8362  4.8337  -0.0123  -0.044  0.0185
Si  9.6679  6.8362  4.8337  -0.0705  -0.0906  0.0796
Si  1.9336  2.7345  2.9001  0.0049  -0.018  -0.0385
Si  5.8008  2.7345  2.9001  -0.0049  0.1065  0.0319
Si  9.6679  2.7345  2.9001  -0.0104  0.0281  0.0057
Si  0  4.1018  2.9001  0.0004  -0.0205  0.0027
Si  3.8672  4.1018  2.9001  -0.0003  -0.0461  0.0085
Si  7.7343  4.1018  2.9001  -0.0097  -0.0427  0.0182
Si  1.9336  8.2035  2.9001  -0.004  0.0354  -0.0178
Si  5.8008  8.2035  2.9001  0.0106  0.0543  0.0101
Si  9.6679  8.2035  2.9001  0.0003  0.0721  0.0111
Si  0  9.5708  2.9001  -0.0015  0.0482  -0.0301
Si  3.8672  9.5708  2.9001  0.011  -0.0205  -0.0126
Si  7.7343  9.5708  2.9001  -0.0014  -0.0452  -0.0089
Si  -0.6387  0.7455  31.7993  0.0453  -0.0031  -0.0156
Si  3.996  -0.1892  31.0823  0.145  -0.0204  0.0187
Si  7.329  -0.0415  30.9663  -0.0406  -0.0335  -0.0072
Si  1.4595  1.4875  31.0106  -0.1255  0.0798  0.1271
Si  5.6143  1.5393  31.2492  -0.0246  -0.0015  0.0379
Si  9.3451  0.7757  30.1843  -0.0162  0.1596  -0.0469
Si  -0.2641  5.3485  31.1289  -0.0482  0.0404  0.0453
Si  5.95  7.1077  30.1348  0.0323  0.0554  -0.0708
Si  8.0385  5.278  30.9601  0.0262  0.0264  0.0327
Si  1.4378  6.8809  30.628  0.0314  -0.0503  0.0177
Si  3.4524  5.719  30.2316  -0.0474  0.0171  0.0168
Si  9.6324  6.9655  31.0572  -0.0084  -0.0378  0.0244
Si  2.0274  2.7672  32.9532  0.0121  0.0234  -0.0585
Si  5.8548  2.8455  33.1359  -0.0005  -0.0075  -0.0244
Si  9.9059  2.5514  33.1156  0.001  -0.011  -0.0105
Si  0.0757  4.0914  33.0894  0.0108  0.0071  -0.0128
Si  3.9207  4.1876  33.055  -0.0146  -0.0083  -0.0001
Si  7.9173  3.9957  32.9707  0.0035  0.0062  -0.027
Si  1.7805  8.2251  32.7502  -0.0175  -0.0258  -0.0053
Si  5.8226  8.2751  33.1466  -0.0563  0.0826  0.0288
Si  9.5718  8.3523  32.9658  -0.0003  0.0193  -0.0195
Si  -0.1173  9.7111  33.0444  0.0144  -0.0003  -0.0018
Si  3.8133  9.4641  33.0277  0.0115  -0.0315  0.0147
Si  7.6511  9.7333  33.033  0.0127  -0.0196  0.012
Si  0.0243  -0.0076  35.0491  -0.0188  -0.002  -0.0141
Si  3.8499  -0.0174  34.9162  -0.0196  0.0219  0.0093
Si  7.7452  0.0873  34.9912  -0.0023  -0.0037  -0.007
Si  1.9443  1.3772  34.9041  0.0141  -0.0125  0.0399
Si  5.7795  1.3835  34.9841  0.0053  0.0105  -0.0106
Si  9.7145  1.3702  35.1031  -0.0045  -0.004  0.0052
Si  -0.0104  5.537  34.9319  0.0182  -0.0014  0.0012
Si  3.8242  5.5477  34.9535  -0.0028  -0.0238  -0.0057
Si  7.7988  5.409  34.8985  -0.0214  0.0075  0.004
Si  1.8831  6.9267  34.8125  -0.0013  0.0127  -0.0021
Si  5.8386  6.7744  34.9445  0.0087  0.0026  0.0364
Si  9.6443  6.8821  34.8725  0.0059  0.0025  0.0116
Si  1.9283  2.7417  36.8519  -0.0139  -0.003  -0.0053
Si  5.775  2.7635  36.8917  0.0022  -0.0037  0.0108
Si  9.6764  2.7866  36.9455  0.003  -0.0023  0.0007
Si  0.0065  4.1393  36.8625  0.0033  0.0009  0.0098
Si  3.8381  4.1286  36.867  0.0066  0.0175  -0.004
Si  7.7328  4.107  36.8738  -0.0073  -0.0028  0.0065
Si  1.9507  8.1974  36.8401  0.0074  -0.0078  0.0016
Si  5.8223  8.1936  36.8628  -0.0011  -0.0151  -0.0096
Si  9.6734  8.206  36.8541  -0.0041  -0.0038  0.0139
Si  0.0265  9.5408  36.9231  0.0024  -0.003  0.0047
Si  3.8814  9.5663  36.8603  -0.0038  0.0022  0.0125
Si  7.74  9.573  36.8667  0.0126  0.0064  0.0082
Si  0  0  38.8069  0.0077  0.0387  0.1977
Si  3.8672  0  38.8069  0.0388  -0.0235  -0.0914
Si  7.7343  0  38.8069  0.0116  0.0482  -0.0794
Si  1.9336  1.3673  38.8069  -0.0454  0.0136  -0.1549
Si  5.8008  1.3673  38.8069  -0.052  0.0402  0.0525
Si  9.6679  1.3673  38.8069  0.0485  -0.0354  0.2665
Si  0  5.469  38.8069  0.065  0.119  0.0433
Si  3.8672  5.469  38.8069  -0.0623  0.0781  0.0793
Si  7.7343  5.469  38.8069  -0.0488  0.0883  0.0018
Si  1.9336  6.8362  38.8069  0.0629  -0.0721  -0.1816
Si  5.8008  6.8362  38.8069  0.0195  -0.0056  0.0038
Si  9.6679  6.8362  38.8069  -0.0182  -0.0268  -0.1386
Si  1.9416  2.7606  6.7141  0.0018  -0.0085  -0.0012
Si  5.8294  2.715  6.843  0.0004  -0.0114  -0.0031
Si  9.6647  2.7143  6.7775  0.0036  0.0056  -0.0041
Si  -0.0147  4.0876  6.752  -0.0014  -0.0012  -0.0057
Si  3.8919  4.0739  6.7577  0.0012  0.0001  -0.0055
Si  7.7577  4.1022  6.7767  0.0016  0.0014  -0.0039
Si  1.9352  8.1944  6.7611  -0.0098  -0.0058  -0.0018
Si  5.7835  8.1747  6.7898  0.0045  -0.0057  -0.0063
Si  9.6434  8.2054  6.7747  -0.0026  0.0003  -0.0116
Si  -0.0181  9.5328  6.7059  0.0017  0.0102  -0.0011
Si  3.8709  9.5626  6.7612  0.0009  0.0177  -0.0032
Si  7.7095  9.5714  6.7805  -0.001  0.0038  -0.0066
Si  -0.0013  -0.001  8.5632  -0.0061  -0.0199  -0.0013
Si  3.889  0.0197  8.6765  -0.0016  -0.009  -0.0036
Si  7.7348  -0.0162  8.731  -0.0149  0.0073  -0.0016
Si  1.9272  1.351  8.5798  0.0068  0.0162  0.0054
Si  5.8142  1.3775  8.864  0.0052  -0.0039  0.0003
Si  9.6668  1.3516  8.7234  0.0072  0.0051  -0.0059
Si  -0.0363  5.4591  8.6724  -0.0101  0.0038  0.0001
Si  3.8299  5.3613  8.7308  -0.0094  0.0084  0.0047
Si  7.7792  5.5019  8.692  0.0037  0.0019  -0.0182
Si  1.9255  6.7501  8.6426  0.0084  -0.0007  0.0014
Si  5.7868  6.7228  8.69  -0.0014  0.0043  -0.0098
Si  9.7039  6.9135  8.764  0.0096  -0.0141  -0.0035
Si  1.7202  2.5926  10.5558  -0.007  -0.0176  0.0002
Si  5.7495  2.8546  10.8173  -0.0282  0.0187  -0.0324
Si  9.6029  2.7389  10.6622  -0.0053  -0.0057  0.026
Si  -0.053  4.1248  10.6183  0.0018  0.012  0.0139
Si  3.7021  3.9962  10.7113  0.0261  -0.006  0.0142
Si  7.7155  4.1392  10.6063  -0.0029  -0.0081  0.0256
Si  1.9724  8.1844  10.4816  -0.0219  0.0162  0.0048
Si  5.8556  8.0645  10.6027  0.0148  0.017  0.0109
Si  9.7913  8.2568  10.7737  -0.0046  -0.019  0.0119
Si  0.1676  9.6787  10.5185  0.0544  0.0162  0.0048
Si  3.9547  9.4093  10.4472  -0.0114  -0.0094  -0.015
Si  7.7518  9.4861  10.607  -0.0175  0.0028  0.0119
Si  1.0777  0.6068  11.7853  -0.0138  -0.0061  0.0382
Si  2.9737  -0.0346  12.8877  -0.0247  -0.0149  0.0003
Si  7.6852  -0.2606  12.6425  -0.0005  0.014  0.0039
Si  -0.4478  0.5306  13.5344  0.0177  -0.0373  -0.1534
Si  5.4146  1.4156  13.6677  -0.0065  -0.002  -0.0028
Si  9.2349  1.5503  12.691  0.0054  -0.0148  -0.0227
Si  0.2446  5.5044  12.5611  -0.007  0.0133  -0.0495
Si  3.7756  5.48  12.5874  0.0223  0.0253  -0.0429
Si  5.8369  6.7362  12.6044  -0.0193  -0.0277  -0.0179
Si  2.0544  7.0562  12.5366  -0.0009  0.0048  -0.0114
Si  7.7574  5.4479  12.5774  0.0229  0.0284  -0.0133
Si  9.8042  6.7138  12.6959  -0.0282  -0.0308  -0.0204
O  7.429  4.6465  14.0215  -0.0035  -0.0211  0.0221
O  6.0799  7.5299  14.0551  -0.0012  0.0115  0.0233
O  3.8007  12.1282  13.597  0.0198  0.0257  -0.0078
O  -7.5297  10.1457  11.9379  -0.0023  0.0146  0.0162
O  8.9911  2.5911  13.9551  -0.0117  0.0051  0.0075
O  3.3975  4.6711  14.0159  -0.0255  -0.0346  0.0407
O  0.0319  1.4837  14.7575  0.002  0.0574  0.088
O  6.2492  10.9807  13.3893  -0.0009  0.0036  -0.0152
O  10.8738  9.9663  14.1825  -0.0005  -0.0181  0.0001
O  12.2897  4.4471  13.7873  0.0297  -0.0176  0.0345
O  5.7461  1.8966  15.192  0.0117  0.0006  0.0213
O  -1.7462  7.5209  14.1569  0.0017  0.0251  0.0145
O  14.0152  11.1045  30.7869  -0.0333  -0.024  -0.0433
O  3.8865  -5.7256  31.74  0.0022  0.0014  0.0121
O  6.5807  8.2375  29.1379  -0.0039  0.015  0.016
O  4.5525  9.9049  29.7563  0.009  -0.0093  0.0098
O  -1.8167  11.0371  28.7802  0.0102  0.0114  -0.0193
O  1.5098  3.5197  27.3082  -0.0032  -0.0079  0
O  9.1652  13.3204  29.9564  0.0206  -0.0309  -0.0004
O  3.7455  4.4776  29.2024  0.0206  -0.0402  -0.0111
O  5.5694  2.6001  29.9712  -0.0186  0.0275  -0.0286
O  13.0796  2.2404  29.5505  0.0167  0.0105  -0.0477
O  0.8968  7.8403  29.3507  -0.0375  0.0391  -0.0356
O  9.8803  7.5658  29.4855  0.0201  0.0206  -0.0233
Si  14.5592  5.4896  21.9208  -0.0008  0.0019  0.0068
Si  2.4978  8.3727  14.5326  0.0193  -0.006  -0.0119
Si  9.304  3.9524  29.5768  -0.0133  -0.1204  0.0005
Si  7.0574  4.0626  24.2993  -0.0006  0.0045  0.0018
Si  2.3429  11.0488  17.9912  -0.0007  -0.0043  0.0035
Si  -1.692  5.5468  16.8265  0.0022  0.0006  -0.0104
Si  12.3473  -1.8134  23.9998  0.0034  -0.0064  -0.0019
Si  1.0251  6.8331  16.6057  0.0056  0.0083  -0.0108
Si  9.2629  6.0963  23.605  -0.0028  0.0025  0.003
Si  3.2815  4.0175  19.2321  0.0022  0.0037  0.0083
Si  7.7272  9.6932  16.8819  0.0019  -0.0058  -0.0017
Si  7.1771  11.2489  26.688  -0.0085  -0.006  0.0014
Si  -0.189  6.4554  25.6604  -0.0028  -0.0033  0.0169
Si  -1.3164  4.1927  19.4264  0.0023  0.0019  0.0047
Si  5.6266  10.3583  21.3571  -0.0001  -0.004  0.0083
Si  10.1282  8.4849  22.0989  0.0005  -0.0024  0.0092
Si  8.4394  3.7457  14.9382  -0.0009  0.0133  -0.0309
Si  3.1006  8.4035  21.8918  0.0013  0.0012  0.0095
Si  5.4831  7.7804  15.5486  -0.0003  0.0015  -0.0199
Si  1.0447  1.7673  15.9679  0.028  0.0008  0.0093
Si  0.7089  0.8059  25.8295  -0.012  -0.0045  -0.007
Si  -0.4752  7.7826  28.4218  0.0123  -0.004  0.0075
Si  11.4866  5.8718  21.684  0.0005  0.0022  0.0114
Si  15.7518  3.62  24.0709  0.0008  0.0093  0.0045
Si  4.768  3.2871  28.7332  0.0171  0.0283  0.0117
Si  9.5592  9.0692  14.5598  0.0013  -0.0176  0.0004
Si  6.0692  1.3311  23.863  0.0047  -0.0067  0.0035
Si  0.6213  2.2618  18.7811  -0.0016  0.0011  0.005
Si  6.7601  1.7834  16.4835  -0.0053  0.0076  -0.0086
Si  4.9692  6.0533  17.962  0.0041  0.0042  -0.0008
Si  6.1285  9.8243  29.2415  -0.0025  -0.0437  -0.0049
Si  9.9687  10.4719  27.281  0.0115  -0.0092  0.0252
Si  7.4679  3.3836  27.2493  -0.0078  0.0128  0.0016
Si  2.7052  7.9977  18.8433  0.0033  -0.0017  0.0049
Si  1.9819  4.4011  14.8109  0.0043  0.0065  0.0051
Si  4.925  1.535  19.0117  0.0038  -0.0003  0.0052
Si  2.1149  2.1877  28.0442  0.0008  0.0154  -0.0194
Si  13.0426  3.6979  25.6842  -0.0003  0.017  -0.0039
Si  -3.7085  5.8733  18.9889  -0.0033  0.0018  0.0053
Si  8.0444  8.8405  20.0004  -0.0017  -0.0001  0.0043
O  6.1807  10.5095  27.7544  0.0051  0.0192  -0.0211
O  3.9308  8.2301  15.3265  0.0113  0.001  0.0076
O  12.6986  -0.4771  24.8894  -0.0031  0.0019  0.0051
O  0.1384  2.2448  17.2258  -0.0109  0.0049  0.013
O  4.2092  7.3793  18.5885  -0.0074  0.0019  -0.0019
O  8.5084  10.293  26.5584  0.0005  0.0014  0.0037
O  -3.0688  6.1351  17.4934  -0.0046  0.0005  -0.0015
O  7.1171  2.5786  23.5733  -0.0011  -0.0025  -0.0031
O  10.8211  9.0957  27.492  -0.0152  0.0445  0.0046
O  4.2725  9.5299  21.7469  0.003  0.0014  -0.0044
O  11.3467  -4.3193  27.289  0.0025  -0.0069  -0.0207
O  2.3943  8.1778  20.4308  0.0011  -0.0006  -0.0065
O  9.0311  7.5802  22.9371  0.0006  0.0018  -0.0067
O  7.5253  0.3398  16.5205  0.0008  -0.0016  -0.0033
O  10.8809  4.4293  29.7716  0.0105  -0.0143  -0.0107
O  9.0933  9.1891  16.122  -0.0116  0.0051  0.0129
O  10.5587  4.4881  17.8606  0.002  -0.0066  0.0066
O  3.6687  6.9147  22.3286  0.0006  -0.0032  -0.0046
O  3.1481  5.2014  20.3354  -0.001  -0.0039  -0.0041
O  9.3595  9.2957  20.8963  0.0016  0.0029  -0.0046
O  1.8146  3.3782  18.9423  0.0012  -0.0026  -0.0063
O  2.9845  3.8318  25.171  0.0033  -0.0018  -0.0049
O  7.7297  3.93  25.7578  0.0008  0.0016  -0.0033
O  7.8805  5.2388  23.5361  0.0038  -0.0007  0.0019
O  9.6178  4.7633  15.4314  -0.0014  0.0015  0.0086
O  2.083  2.9391  15.5082  -0.0018  -0.004  -0.0064
O  7.7912  3.0428  16.266  -0.0069  -0.0105  0.01
O  10.9763  9.4464  23.1285  0.0001  0.0022  -0.0027
O  1.3396  8.1202  15.6556  -0.0108  -0.015  0.0082
O  5.4555  6.4078  16.444  -0.0003  -0.0054  0.0064
O  12.4059  2.2833  25.0805  -0.0009  -0.0071  0.0052
O  1.7561  5.522  15.9729  -0.0079  0.0114  0.0021
O  6.3973  8.8804  16.3543  0.0101  0.0058  0.0007
O  12.9696  5.5849  22.2704  0.002  -0.0019  -0.0055
O  10.8838  2.6645  19.6641  -0.0026  -0.0056  -0.002
O  8.6897  4.092  28.066  -0.0046  -0.0233  0.0288
O  6.1355  0.2297  22.6775  -0.0011  0.0023  -0.0026
O  1.842  0.4319  16.4691  0.0007  0.0004  0.0019
O  7.617  1.7565  27.3137  -0.0018  -0.0097  0.0066
O  1.6813  0.8701  27.1607  -0.0095  -0.0019  -0.0053
O  8.12  7.2101  19.8944  -0.0004  0.0006  -0.0046
O  8.6964  15.5306  19.6937  0.0003  0.0007  -0.0042
O  12.2326  5.0663  25.3369  0.0012  -0.0041  0.0035
O  -0.5938  17.6563  16.6238  -0.0033  -0.003  -0.0067
O  -0.3225  5.1549  20.2612  0.0013  -0.0024  -0.0034
O  6.4348  11.4815  25.2563  -0.0039  0.0071  -0.0101
O  3.9528  4.7671  17.9343  -0.0009  -0.0035  -0.0057
O  5.9368  3.785  27.7042  0.0129  -0.0036  -0.001
O  10.7765  0.5821  26.3378  0.0188  -0.0073  0.0087
O  2.0177  8.9032  22.9987  -0.0037  0.0012  0.0014
O  1.2764  0.7746  19.0827  0.0008  0.0026  -0.0053
O  3.6021  4.2002  22.6578  0.0024  -0.0036  0.0033
O  4.305  2.8509  19.7499  -0.0011  0.0005  -0.0035
O  9.8725  6.2871  25.1125  0.0019  -0.0007  -0.0001
O  4.5751  12.9689  23.9605  -0.0005  0.0013  0.0002
O  6.0788  1.9914  17.9491  -0.0075  -0.0002  0.005
O  1.5861  -3.8891  18.1245  0.0061  0.0018  0.0019
O  2.56  -1.4665  18.1835  -0.0021  -0.0044  -0.0045
O  10.3872  5.2834  22.7347  0.0061  -0.0014  -0.0067
O  7.9714  9.4974  18.4963  0.001  -0.0022  0.0078
O  3.7931  0.8148  18.1153  0.0041  0.0026  -0.0032
O  5.4853  4.485  24.4559  -0.0075  -0.0086  -0.002
O  6.7305  -1.6588  20.853  0.0012  0.002  -0.0042
O  -0.3619  7.4669  21.4601  0.0007  -0.0008  -0.0018
O  6.2861  5.6343  18.8537  0.0017  -0.0015  -0.0035
O  5.4332  0.5076  20.1585  0.0004  0.0002  -0.0038
O  12.1175  7.7589  24.9131  0.0022  0.0103  -0.0055
O  3.7577  2.185  28.0614  -0.0237  -0.0129  0.0119
O  6.6846  5.6554  30.0511  -0.0107  -0.0924  -0.0303
O  2.4119  9.9248  14.0624  -0.0101  0.0036  0.0004
O  -3.29  -1.3975  13.6432  0.002  -0.0105  -0.0084
O  5.8669  2.4111  12.4393  0.0033  -0.0223  0.0304
O  6.0545  7.5206  31.6975  0.0816  -0.0526  0.0142
O  4.4001  6.9442  29.7102  -0.0577  0.005  -0.0293

Results
free energy: -180329.693 eV
free energy less fixed offsets of O -568.88, Si -635.61 eV per atom: 0.107 eV

The program warned: the cutoff lies below the one the program advises for these potential files; the exchange-correlation potential is rough where the density is thin.
